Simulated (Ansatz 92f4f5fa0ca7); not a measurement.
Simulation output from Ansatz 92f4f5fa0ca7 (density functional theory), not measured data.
Periodic cell of 220 atoms, Si132O88, from a study of silicon, its oxide and their interface. The atomic structure is a simulated model.
This geometry differs little from another in the collection (a relaxation step or a small displacement).

Settings
functional: r2SCAN
potential files: Ansatz PAW
basis: plane waves
wave-function cutoff: 800 eV
density cutoff ratio: 5
exchange-correlation grid ratio: 1
k mesh: 1 x 1 x 1, shifted by 0.5 0.5 0 of a step
self-consistency stop: 1e-10 eV per atom in the density residual
occupations: fixed
spin: none
net charge: 0

Cell vectors (angstrom)
a, 10.888, 0, 0
b, 0, 10.888, 0
c, 0, 0, 32.0899

Atoms: element, x, y, z (angstrom)
Si, -0.2884, 0.7861, 0.3269
Si, 0.4591, 0.8729, -1.862
Si, -0.0624, 5.4568, -0.2024
Si, 3.1606, 7.8477, 0.0214
Si, 5.9188, -0.3843, 0.074
Si, 8.67, 2.3951, 0.2605
Si, 5.4031, 5.6728, -0.2846
Si, 7.6603, 8.7932, 0.1865
Si, 1.5012, 1.6177, 1.6329
Si, 3.7599, 3.7312, 1.5049
Si, 1.4005, 6.7572, 1.1994
Si, 4.1943, 9.5, 1.3476
Si, 6.8905, 1.3198, 1.3932
Si, 9.6481, 4.1456, 1.4187
Si, 6.7871, 6.8522, 1.3045
Si, 9.5554, 9.7346, 1.3339
Si, 0.0439, 2.8626, 2.939
Si, 2.7741, -0.0304, 2.7136
Si, 0.0403, 8.1999, 2.5597
Si, 2.6353, 5.4053, 2.7302
Si, 5.443, 2.6454, 2.7336
Si, 8.1947, 0.0189, 2.8493
Si, 5.4541, 8.1293, 2.7801
Si, 8.1728, 5.4937, 2.6564
Si, 1.3831, 4.1678, 4.2666
Si, 4.1244, 1.2956, 4.1284
Si, 1.3659, 9.5097, 4.0261
Si, 4.0423, 6.7734, 4.0621
Si, 6.795, 4.1024, 4.0204
Si, 9.5358, 1.4106, 4.1611
Si, 6.8263, 9.4935, 4.1356
Si, 9.5555, 6.8559, 4.0003
Si, 0.0298, -0.0067, 5.4281
Si, 2.7625, 2.6999, 5.4785
Si, -0.0379, 5.5255, 5.4852
Si, 2.7081, 8.1526, 5.422
Si, 5.4655, -0.0418, 5.4903
Si, 8.1316, 2.7646, 5.4486
Si, 5.4334, 5.437, 5.4148
Si, 8.2148, 8.1562, 5.4501
Si, 1.3742, 1.3421, 6.8112
Si, 4.1083, 4.0776, 6.8173
Si, 1.3494, 6.8385, 6.8245
Si, 4.081, 9.4905, 6.8046
Si, 6.8101, 1.3616, 6.81
Si, 9.5023, 4.1127, 6.8013
Si, 6.8113, 6.7915, 6.7792
Si, 9.5587, 9.5356, 6.8049
Si, -0.0286, 2.7128, 8.1351
Si, 2.729, -0.0319, 8.1584
Si, 0.0142, 8.1861, 8.1843
Si, 2.6947, 5.4265, 8.1532
Si, 5.4534, 2.7112, 8.1688
Si, 8.1915, 0.01, 8.1542
Si, 5.4593, 8.1517, 8.1608
Si, 8.1485, 5.4428, 8.1664
Si, 1.3117, 4.0565, 9.5124
Si, 4.0685, 1.3532, 9.4967
Si, 1.3769, 9.5216, 9.5443
Si, 4.0713, 6.7848, 9.4909
Si, 6.8356, 4.0419, 9.5218
Si, 9.5303, 1.3611, 9.5406
Si, 6.8364, 9.5387, 9.5117
Si, 9.5164, 6.8157, 9.4996
Si, 0.0153, -0.0005, 10.8846
Si, 2.6535, 2.6583, 10.8541
Si, -0.0738, 5.4172, 10.8661
Si, 2.7344, 8.144, 10.8859
Si, 5.4788, 0.0482, 10.8405
Si, 8.1779, 2.701, 10.9425
Si, 5.4324, 5.3946, 10.7963
Si, 8.2117, 8.1869, 10.8842
Si, 1.3354, 1.3038, 12.3101
Si, 4.058, 4.0169, 12.11
Si, 1.3037, 6.7589, 12.1823
Si, 4.1462, 9.5646, 12.1554
Si, 6.7775, 1.3817, 12.3106
Si, 9.4935, 4.0786, 12.3328
Si, 6.8056, 6.7593, 12.1061
Si, 9.5932, 9.5486, 12.2809
Si, 0.0843, 2.797, 13.6956
Si, 2.7994, -0.0767, 13.6019
Si, 0.0553, 8.1266, 13.6307
Si, 2.7149, 5.3784, 13.4309
Si, 5.3361, 2.7575, 13.624
Si, 8.1229, -0.0514, 13.6222
Si, 5.4982, 8.1546, 13.426
Si, 7.9842, 5.4176, 13.6236
Si, 1.7769, 3.8347, 14.9219
Si, 3.8889, 1.4897, 15.0084
Si, 1.843, 9.1072, 14.9108
Si, 4.0416, 6.8346, 14.6078
Si, 6.1555, 4.5402, 14.9647
Si, 8.9666, 1.1256, 15.4475
Si, 7.0505, 9.1622, 14.8437
Si, 9.2591, 6.9703, 14.8047
Si, 26.125, -40.0781, 25.1977
Si, 11.0239, 10.4513, 17.2187
Si, 4.4024, 0.4991, 21.2268
Si, 12.093, -12.8388, 29.9252
Si, 13.0321, -6.0902, 26.8759
Si, 10.6883, 12.5416, 19.2545
Si, -27.6492, 11.6113, 26.4089
Si, 2.4131, 7.9908, 23.0492
Si, 13.1844, 10.1266, 25.4065
Si, 17.1402, -9.1365, 19.197
Si, 11.1468, 5.6523, 16.9921
Si, 0.3577, -5.0635, 23.029
Si, -0.3438, 3.7772, 25.3175
Si, 9.0661, 14.383, 27.7935
Si, 9.5495, -0.1651, 21.6054
Si, 9.1818, -28.551, 18.5457
Si, 1.2498, -24.8397, 27.0949
Si, 2.9575, -30.0298, 22.7145
Si, -4.1526, 9.8339, 22.4273
Si, 16.7952, -9.9895, 29.321
Si, 48.9817, -11.2056, 17.2011
Si, 9.3039, 8.6126, 27.3077
Si, 11.1307, -18.4176, 21.5467
Si, -16.6845, 18.3062, 21.5103
Si, -28.8506, 8.9591, 19.3193
Si, 10.8879, -2.8855, 21.3778
Si, 20.2847, 7.6679, 30.1863
Si, 7.6508, -11.7483, 25.3472
Si, -2.8271, 3.3358, 21.0696
Si, 5.4194, 15.3047, 22.5295
Si, -2.0052, 22.3721, 28.4417
Si, 21.2827, 0.6685, 24.5218
Si, 11.7548, -2.887, 18.6301
Si, 0.909, -18.0185, 29.4437
Si, 28.814, -18.439, 16.7654
Si, 17.8877, 3.6949, 29.9476
O, -3.1292, 4.082, -3.5381
O, -15.5096, -5.8631, -1.5361
O, -0.332, -5.9906, -7.9476
O, 4.2926, -4.0547, -0.6537
O, 7.1147, -23.2087, -8.1487
O, 14.5355, 0.0999, -6.347
O, 22.6226, -6.2944, -1.2608
O, -0.9139, 17.0771, -16.0587
O, 1.4658, -13.2619, -10.2412
O, 13.8653, 7.9414, -16.7646
O, 17.007, -29.75, -14.0326
O, 18.9248, -2.5658, -1.3488
O, 15.4251, 15.2799, 0.2277
O, 9.8429, 0.9901, -2.4423
O, 14.8061, 7.7632, 22.5565
O, 1.1944, 4.5727, 16.253
O, 14.709, -0.7497, 20.4127
O, 29.9387, 4.3607, 17.3279
O, 20.8593, 11.5641, 20.3043
O, -1.2172, 10.9518, 16.4718
O, 21.2462, 14.6911, 28.7108
O, -12.8922, 1.9005, 27.4794
O, -0.2638, -2.8251, 26.5279
O, 12.1986, -0.8983, 16.1943
O, 7.7533, 1.9878, 16.1333
O, 23.8029, 4.4029, 28.449
O, 18.3838, 2.0822, 20.1855
O, 35.8962, 1.1799, 22.0834
O, 5.3127, 4.3229, 24.166
O, 11.8021, 32.7625, 25.1568
O, -10.2223, 2.7346, 20.1043
O, -5.3902, 5.8868, 21.8445
O, 2.7991, -8.2365, 15.4641
O, 7.386, -21.4466, 28.957
O, 10.1216, 2.1472, 14.9491
O, 17.2544, 0.377, 18.338
O, 12.6338, -15.222, 23.5284
O, 29.9094, 13.9619, 30.9314
O, 27.2635, 10.8584, 22.3016
O, 6.3833, -1.105, 16.1806
O, -0.6049, -36.529, 22.519
O, 13.3992, -12.6038, 24.1239
O, 4.5501, 0.7791, 16.3491
O, -1.8625, 0.0059, 25.1317
O, 9.8821, 9.2083, 21.2413
O, 1.1404, -14.8736, 17.4813
O, -1.1645, 6.2597, 30.9326
O, -8.4433, -24.0275, 30.882
O, 13.174, 19.5411, 18.9651
O, 23.0549, 7.896, 28.6997
O, 11.9595, 3.885, 26.081
O, 12.2353, -8.0944, 22.5898
O, 5.9405, -8.3923, 29.6376
O, 6.3509, -24.2313, 21.6996
O, 10.4833, 5.0107, 18.3094
O, 9.5971, 13.4277, 18.4497
O, 17.2935, -0.0105, 25.9583
O, -7.6607, -19.0496, 24.2964
O, 6.8493, -7.151, 22.0742
O, 26.2853, -1.4147, 17.9504
O, -7.2743, -17.3221, 26.2651
O, 10.3455, -10.5421, 22.9215
O, 2.1341, -1.8048, 26.6252
O, 5.0598, 5.7432, 15.4043
O, 9.3318, -6.7327, 26.3332
O, 10.639, -2.242, 30.5883
O, -5.7423, -30.3755, 25.9627
O, 12.1472, -11.2662, 29.548
O, 15.8321, 0.6363, 28.0347
O, 13.5121, 13.5512, 33.0335
O, 10.3491, -19.5049, 24.7598
O, 7.9515, 10.6953, 21.8027
O, -1.3734, -7.8482, 21.81
O, 11.5327, 0.7788, 18.1819
O, -5.9211, 12.4817, 20.1646
O, -2.4199, 4.4677, 19.9616
O, -2.8478, -2.1394, 26.2942
O, 11.4191, 4.9439, 21.6653
O, 1.2782, 2.2166, 29.7965
O, 32.4918, -1.7496, 18.107
O, 1.8272, 6.3797, 26.6567
O, -12.2471, -0.7493, 27.8238
O, -13.5857, -2.7944, 15.3577
O, -17.2329, 29.4329, 19.9855
O, 0.1957, -25.3431, 19.928
O, -1.7411, -14.1727, 28.5769
O, 5.4327, 10.9675, 30.6396
O, 4.0288, -18.0906, 22.0228

Results
free energy: -134622.660 eV
free energy less fixed offsets of O -570.45, Si -639.56 eV per atom: -1.140 eV

Forces (eV/angstrom), in the order of the atoms: element, x, y, z
Si, -0.0037, -0.0025, -0.0074
Si, -0.002, 0.0095, -0.1042
Si, 0.003, -0.0099, -0.0749
Si, -0.0066, 0.0098, -0.0526
Si, -0.0119, 0.0148, -0.053
Si, -0.0122, 0.0123, -0.04
Si, 0.0101, -0.0148, -0.0605
Si, 0.0099, -0.01, -0.036
Si, -0.0018, 0.0004, -0.0064
Si, 0.0047, 0.0033, -0.0291
Si, -0.0006, -0.0013, 0.0032
Si, 0.0005, 0.0001, 0.0041
Si, 0.0018, -0.0015, 0.0032
Si, 0.0014, 0.0011, 0.0032
Si, -0.0009, 0.0002, -0.0003
Si, 0.0031, 0.0052, -0.0022
Si, -0.0027, 0.004, 0.0002
Si, 0.0037, -0.001, -0.0015
Si, 0.0017, 0.0002, -0.0019
Si, -0.0027, 0.0045, -0.0001
Si, 0.0034, -0.0028, -0.0022
Si, -0.0008, 0.0001, 0.0011
Si, 0.0021, 0.0001, 0.0012
Si, 0.0019, -0.0001, -0.0019
Si, 0.0015, -0.0004, 0.0013
Si, -0.0005, 0.001, 0.0009
Si, -0.0002, -0.0006, 0.0007
Si, 0.0019, -0.0008, -0.0008
Si, 0.0001, 0.0009, 0.001
Si, 0.0018, -0.0013, -0.0011
Si, 0.0004, 0.0005, 0.0005
Si, -0.0002, 0.0009, 0.0013
Si, 0.0006, -0.0001, 0.0013
Si, 0.001, 0, 0.0001
Si, 0.0006, 0.0003, 0.0002
Si, 0.0003, -0.0004, 0.0009
Si, 0.0001, 0.0002, 0.0001
Si, 0.0008, 0.0008, 0.0012
Si, 0.0009, -0.0002, 0.0003
Si, 0.0001, -0.0007, 0.001
Si, 0.0008, -0.0007, 0.0005
Si, 0.0002, 0.0003, 0.0005
Si, 0.0011, -0.0002, 0.0003
Si, 0.0011, 0.0001, 0.0002
Si, 0.0007, 0.0001, 0.0006
Si, -0.0003, 0.0002, 0.0007
Si, 0.0007, 0, 0.0007
Si, 0.0005, -0.0004, 0.0002
Si, 0.0014, -0.0002, 0.0004
Si, 0.001, 0.0004, 0.0006
Si, 0.0003, 0.0002, 0.0006
Si, 0.0005, -0.0005, 0.0013
Si, 0.0009, -0.0001, 0.0007
Si, 0.0002, -0.0005, 0.0007
Si, 0.0008, -0.0005, 0.0008
Si, 0.0009, -0.0001, 0.0007
Si, 0.0006, 0.0006, 0.0003
Si, 0.0006, -0.0001, 0.0008
Si, 0.0008, 0.0003, 0.0005
Si, 0.0012, 0, 0.0009
Si, 0.0006, 0.0003, 0.0002
Si, 0.0004, -0.0005, 0.0012
Si, 0.0005, -0.0002, 0.0003
Si, -0.0002, -0.0001, 0.0006
Si, 0.0004, -0.0001, -0.0001
Si, 0.0016, -0.0007, -0.0003
Si, 0.0003, 0.001, -0.0006
Si, 0.0005, 0.0003, 0.0008
Si, 0, -0.0005, 0.0006
Si, 0.0011, 0.0004, -0.0004
Si, 0.0011, 0.0008, 0.0002
Si, 0.0002, -0.0007, 0.0005
Si, -0.0003, 0.0019, 0.0023
Si, -0.0003, 0.0009, -0.0009
Si, 0.0012, -0.0002, -0.0008
Si, 0.0015, -0.0008, 0.0005
Si, 0.001, 0.0022, -0.0002
Si, 0.001, -0.002, 0.002
Si, -0.0009, 0.0003, -0.0005
Si, 0.0022, 0.0004, 0.0003
Si, 0.0103, 0.008, -0.0196
Si, 0.0007, -0.0005, 0.0033
Si, 0.0001, -0.0009, 0.0033
Si, 0.0009, 0.0017, 0.004
Si, 0.001, -0.0026, 0.0036
Si, -0.0024, -0.0024, 0.0053
Si, -0.0006, -0.0003, 0.0049
Si, 0.005, -0.0005, 0.0021
Si, 0.0108, -0.0074, -0.0568
Si, -0.0096, 0.0127, -0.056
Si, 0.0093, -0.0129, -0.0581
Si, 0.0064, -0.0075, -0.0276
Si, -0.0035, 0.0008, -0.0148
Si, -0.0006, 0.0031, -0.0826
Si, 0.0093, -0.0092, -0.0554
Si, -0.0108, 0.0106, -0.0473
Si, 0.0012, 0.0047, -0.1649
Si, -0.0028, -0.0055, -0.136
Si, 0.0106, -0.0023, -0.1468
Si, -0.0119, -0.0224, -0.1259
Si, 0.0193, -0.0145, -0.152
Si, 0.0034, -0.0034, -0.1557
Si, -0.0074, 0.0095, -0.1577
Si, 0.0066, -0.0186, -0.1436
Si, -0.0077, -0.0024, -0.1529
Si, 0.0083, 0.006, -0.1654
Si, -0.0038, -0.0143, -0.1319
Si, -0.001, 0.0235, -0.1448
Si, 0.0148, 0.0006, -0.1708
Si, 0.0179, 0.0068, -0.1448
Si, 0.0006, 0.0048, -0.1571
Si, 0.0014, 0.0214, -0.1409
Si, 0.0259, 0.0096, -0.1437
Si, -0.0091, -0.0183, -0.134
Si, -0.0246, 0.0185, -0.1434
Si, -0.005, 0.0004, -0.152
Si, 0.0093, 0.0154, -0.1493
Si, -0.0139, 0.0139, -0.1496
Si, -0.0258, -0.0229, -0.1373
Si, -0.0073, 0.0094, -0.129
Si, -0.0082, 0.0168, -0.1552
Si, -0.0043, -0.0076, -0.1479
Si, 0.0122, 0.0086, -0.1235
Si, -0.0091, 0.0081, -0.1641
Si, 0.0061, -0.0041, -0.1468
Si, 0.0349, 0.0046, -0.1356
Si, -0.0092, -0.0168, -0.1271
Si, 0.0059, -0.0063, -0.1537
Si, -0.0055, 0.0003, -0.1526
Si, 0.0046, 0.017, -0.1439
Si, -0.0149, 0.0031, -0.122
Si, -0.0011, -0.012, -0.1202
O, -0.0315, 0.0019, 0.0759
O, -0.017, 0.0279, 0.0556
O, -0.0166, -0.0412, 0.1014
O, -0.0001, 0.0038, 0.0255
O, 0.0261, 0.0038, 0.1225
O, 0.0244, 0.0087, 0.0549
O, -0.0165, 0.0318, 0.085
O, 0.0334, -0.0227, 0.0713
O, 0.0258, -0.0013, 0.072
O, -0.0083, 0.009, 0.0284
O, -0.0105, -0.0326, 0.0999
O, -0.0245, 0.0156, 0.0644
O, -0.0109, -0.0083, 0.0335
O, 0.0417, 0.0032, 0.0861
O, -0.0351, 0.0075, 0.063
O, -0.0267, 0.0283, 0.0665
O, 0.0081, 0.0299, 0.0765
O, 0.0402, 0.0021, 0.077
O, -0.0209, -0.032, 0.0956
O, 0.0334, -0.0153, 0.0642
O, 0.0276, -0.0007, 0.067
O, -0.0032, -0.0125, 0.0604
O, -0.0103, 0.0011, 0.0572
O, -0.0283, 0.0211, 0.0782
O, -0.0082, 0.0167, 0.054
O, -0.0252, -0.0228, 0.1005
O, 0.023, 0.015, 0.075
O, -0.0202, 0.0274, 0.0612
O, -0.0218, -0.0177, 0.1012
O, 0.0183, -0.0104, 0.0542
O, 0.0097, 0.0217, 0.0866
O, -0.0043, -0.0191, 0.0452
O, -0.0014, -0.0014, 0.0271
O, -0.0165, 0.0041, 0.053
O, -0.0178, -0.0153, 0.0403
O, 0.0078, 0.0222, 0.0789
O, 0.0031, -0.0061, 0.0517
O, 0.0282, -0.0185, 0.0729
O, 0.0258, -0.0163, 0.064
O, -0.0281, 0.0236, 0.0739
O, 0.002, -0.0246, 0.0641
O, -0.0048, 0.0494, 0.1038
O, 0.0274, -0.0316, 0.0739
O, -0.0229, -0.0143, 0.0666
O, -0.0067, 0.0102, 0.0464
O, 0.0046, 0.0316, 0.0698
O, 0.012, -0.0183, 0.0519
O, 0.032, -0.0167, 0.069
O, 0.0219, 0.0031, 0.0553
O, -0.0031, 0.0237, 0.1073
O, 0.0235, 0.0136, 0.0717
O, 0.0244, -0.0011, 0.0582
O, 0.0083, 0.0185, 0.0479
O, 0.0157, 0.0175, 0.0503
O, -0.0177, -0.0188, 0.0646
O, 0.0176, -0.0144, 0.0635
O, -0.0207, 0.0151, 0.0626
O, 0.0231, 0.0132, 0.097
O, -0.0439, 0.018, 0.0659
O, -0.0292, -0.0298, 0.0891
O, -0.0346, 0.0233, 0.0743
O, 0.0193, 0.0173, 0.1209
O, -0.0205, -0.0397, 0.077
O, 0.0057, -0.0055, 0.0195
O, -0.0335, -0.0069, 0.0992
O, -0.008, -0.0002, 0.0478
O, 0.0122, -0.0357, 0.0647
O, -0.0065, 0.0116, 0.0551
O, 0.0213, 0.0049, 0.1176
O, 0.0003, -0.0017, 0.0162
O, -0.0028, 0.0232, 0.0617
O, -0.0148, -0.0114, 0.0537
O, 0.0216, -0.0002, 0.0566
O, -0.0055, 0.0336, 0.0785
O, -0.0335, -0.0187, 0.0843
O, -0.0197, -0.0117, 0.0933
O, 0.0304, -0.0259, 0.0817
O, 0.0049, 0.0239, 0.0668
O, -0.0066, -0.0292, 0.0521
O, 0.0063, -0.0255, 0.0669
O, -0.0078, 0.0116, 0.0498
O, 0.0014, 0.0261, 0.0608
O, 0.0009, 0.0012, 0.0259
O, 0.0221, -0.0238, 0.0839
O, -0.0161, 0.0031, 0.1096
O, 0.002, -0.0221, 0.1036
O, 0.003, -0.0291, 0.0931
O, -0.0056, 0.0003, 0.0523

The program warned: the cutoff lies below the one the program advises for these potential files; the forces do not sum to zero within the program's tolerance; empty levels may hold ghost states of the PAW files; the exchange-correlation potential is rough where the density is thin.
